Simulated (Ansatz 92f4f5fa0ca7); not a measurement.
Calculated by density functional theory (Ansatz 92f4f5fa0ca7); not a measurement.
Periodic cell of 264 atoms, Si152O112, from a study of silicon, its oxide and their interface. The atomic structure is a simulated model.
This geometry differs little from another in the collection (a relaxation step or a small displacement).

Settings: functional r2SCAN; potential files Ansatz PAW; basis plane waves; wave-function cutoff 800 eV; density cutoff ratio 5; exchange-correlation grid ratio 1; k mesh 1 x 1 x 1, shifted by 0.5 0.5 0 of a step; self-consistency stop 1e-10 eV per atom in the density residual; occupations fixed; spin none; net charge 0.

Cell vectors (angstrom)
a, 10.888, 0, 0
b, 0, 10.888, 0
c, 0, 0, 37.1242

Atoms and the computed forces on them: element, x, y, z (angstrom), force x, y, z (eV/angstrom)
Si, -0.3098, 0.2929, 0.0831, -0.0128, 0.0153, 0.075
Si, 2.8682, 2.5123, 0.1359, 0.0067, 0.0014, 0.0818
Si, -0.2151, 5.7416, 0.0501, -0.0019, 0.0036, 0.0842
Si, 3.2254, 8.0079, 0.0983, 0.0027, -0.0163, 0.0781
Si, 5.2342, 0.3183, 0.1991, 0.0012, 0.0071, 0.0817
Si, 8.4943, 2.637, -0.0135, 0.0059, -0.011, 0.0686
Si, 5.2583, 5.6064, 0.0032, -0.0084, 0.0086, 0.0729
Si, 8.3829, 7.9792, 0.1759, 0.0083, -0.0033, 0.0772
Si, 1.3096, 1.3519, 1.4254, -0.0006, -0.0003, -0.0063
Si, 4.0376, 4.1398, 1.3592, 0.0003, 0.0021, -0.0035
Si, 1.4601, 6.8951, 1.255, 0.0009, 0.0018, -0.0027
Si, 4.2147, 9.5501, 1.5163, 0.0008, -0.0005, -0.0031
Si, 6.895, 1.4835, 1.3312, 0.0007, 0.0015, -0.005
Si, 9.6152, 4.1233, 1.3967, 0.0003, -0.0014, -0.0048
Si, 6.8051, 6.7602, 1.3953, -0.0009, -0.0014, -0.0058
Si, 9.4762, 9.6181, 1.4213, -0.0007, 0.0023, -0.0043
Si, 0.0383, 2.7666, 2.7907, -0.0017, -0.0009, 0.0011
Si, 2.703, -0.0224, 2.7647, 0.0002, 0.0009, 0.0012
Si, 0.0531, 8.2222, 2.668, -0.0011, -0.0015, -0.0002
Si, 2.7102, 5.511, 2.7178, 0.0022, 0.0005, 0.0007
Si, 5.4591, 2.7843, 2.6951, -0.0006, 0, 0.0008
Si, 8.1402, 0.0769, 2.7715, 0.0014, 0.0013, 0.0005
Si, 5.5392, 8.1606, 2.8236, -0.0018, 0.0005, 0.0021
Si, 8.1778, 5.419, 2.7485, 0.0002, 0.0002, 0.001
Si, 1.3935, 4.1361, 4.1119, -0.0006, 0.0004, -0.0008
Si, 4.1009, 1.3839, 4.0513, -0.0004, 0.0004, 0
Si, 1.3579, 9.5227, 4.1257, 0.0001, 0.0008, -0.0007
Si, 4.0913, 6.8215, 4.1065, -0.0003, 0.0008, -0.0006
Si, 6.8013, 4.0896, 4.112, -0.0003, 0.0012, -0.0007
Si, 9.5321, 1.4034, 4.1164, 0.0001, -0.0002, -0.0004
Si, 6.8497, 9.5642, 4.1489, -0.0001, -0.0003, -0.0003
Si, 9.5662, 6.8349, 4.0324, 0, 0, -0.0006
Si, -0.001, 0.0166, 5.4586, -0.0012, 0.0005, 0.0005
Si, 2.7496, 2.7428, 5.4339, 0.0007, 0.0006, 0.0005
Si, -0.003, 5.4734, 5.4439, -0.0007, 0.0003, 0.0001
Si, 2.7214, 8.1624, 5.4743, -0.0004, 0, 0.0004
Si, 5.433, 0.0163, 5.4535, -0.0008, 0.0006, 0.0002
Si, 8.1487, 2.7285, 5.4747, -0.0007, 0, 0.0001
Si, 5.4441, 5.4509, 5.4606, -0.0005, 0.0003, 0.0002
Si, 8.2259, 8.1819, 5.446, 0.0003, 0.001, 0.0004
Si, 1.3753, 1.3785, 6.7885, -0.0001, 0.0008, -0.0004
Si, 4.0875, 4.0831, 6.8207, -0.0003, 0.0004, -0.0004
Si, 1.3546, 6.8037, 6.8309, -0.0005, 0, -0.0007
Si, 4.0843, 9.533, 6.811, 0, 0.0004, -0.0004
Si, 6.7966, 1.3566, 6.8303, -0.0005, 0.0002, -0.0005
Si, 9.5187, 4.1028, 6.7971, -0.0001, 0.0003, -0.0006
Si, 6.8259, 6.8199, 6.7797, -0.0001, 0.0008, -0.0005
Si, 9.5494, 9.5361, 6.8314, -0.0005, 0.0008, -0.0004
Si, -0.0082, 2.7266, 8.1366, -0.001, 0.0005, -0.0005
Si, 2.7137, -0.0002, 8.1525, -0.0007, 0.0002, -0.0003
Si, 0.003, 8.1695, 8.1924, -0.0005, 0.0006, -0.0005
Si, 2.7121, 5.4292, 8.1796, 0, 0.0003, -0.0003
Si, 5.4202, 2.7061, 8.1804, -0.0004, 0.0004, -0.0007
Si, 8.1612, -0.014, 8.1814, -0.0003, 0.0002, -0.0005
Si, 5.4573, 8.1569, 8.1451, -0.0006, 0.0001, -0.0004
Si, 8.1511, 5.448, 8.1524, -0.0005, 0.0004, -0.0008
Si, 1.3385, 4.0569, 9.5225, -0.0004, 0.0004, -0.0003
Si, 4.0583, 1.3317, 9.5359, -0.0005, -0.0003, 0.0002
Si, 1.38, 9.5284, 9.5293, -0.0004, -0.0002, -0.0002
Si, 4.0914, 6.802, 9.5079, -0.0004, 0.0002, 0
Si, 6.7773, 4.0872, 9.5001, 0.0001, 0.0001, 0
Si, 9.539, 1.3598, 9.509, -0.0005, 0.0004, 0.0001
Si, 6.799, 9.4973, 9.5282, -0.0008, -0.0002, 0.0001
Si, 9.5007, 6.8, 9.5189, -0.0001, 0.0005, -0.0002
Si, 0.0216, 0.002, 10.8778, -0.0001, 0.0002, -0.0001
Si, 2.6711, 2.671, 10.8902, -0.0012, 0.0002, -0.0004
Si, -0.0247, 5.4369, 10.8566, -0.0012, 0.0005, -0.0005
Si, 2.7497, 8.1632, 10.8801, -0.0005, -0.0001, 0.0001
Si, 5.4081, -0.0634, 10.8784, -0.0005, -0.0001, -0.0005
Si, 8.1274, 2.7079, 10.8252, -0.0002, 0.0004, -0.0011
Si, 5.4143, 5.4251, 10.8801, -0.0007, 0.0009, -0.0004
Si, 8.1428, 8.1354, 10.9054, -0.0007, -0.0006, -0.0009
Si, 1.3554, 1.3158, 12.3203, -0.0003, -0.0004, 0
Si, 4.0308, 4.0431, 12.2019, -0.0009, -0.0012, 0.0009
Si, 1.3722, 6.7887, 12.1864, -0.0015, -0.0009, -0.0007
Si, 4.0757, 9.4918, 12.3206, -0.0006, 0.0006, -0.0001
Si, 6.7816, 1.3109, 12.1632, -0.0007, 0.0011, -0.0009
Si, 9.46, 4.0829, 12.171, -0.0004, 0.0014, -0.0016
Si, 6.7412, 6.7887, 12.2697, 0.0002, 0.0005, -0.0005
Si, 9.5623, 9.5043, 12.1955, 0.0006, -0.0011, -0.0007
Si, -0.1226, 2.708, 13.5247, 0.0004, -0.0025, -0.0003
Si, 2.7407, -0.0513, 13.7385, 0, 0.0002, 0.0022
Si, 0.0797, 8.1786, 13.5494, -0.0019, 0.0029, 0.0003
Si, 2.6589, 5.3909, 13.5636, 0.0032, 0.001, -0.0006
Si, 5.3801, 2.6354, 13.4955, -0.0008, 0.0004, 0.0007
Si, 8.1643, -0.0388, 13.4995, -0.0018, -0.0017, 0.0012
Si, 5.3957, 8.102, 13.7189, -0.0006, -0.0013, 0.0009
Si, 8.1155, 5.4141, 13.5699, -0.0015, 0.0001, 0.0019
Si, 1.1291, 4.123, 14.8557, 0.0094, -0.0123, 0.02
Si, 4.2148, 1.2594, 15.0509, -0.0004, 0.0018, -0.0073
Si, 1.39, 9.4709, 15.106, -0.0013, -0.0021, -0.0039
Si, 3.9796, 6.6811, 15.0321, -0.0018, 0.0009, -0.0054
Si, 6.7446, 3.9573, 14.8259, -0.0007, 0.0001, -0.0027
Si, 9.4403, 1.3504, 14.9104, -0.0016, -0.0011, -0.0045
Si, 6.8662, 9.5089, 14.9446, 0.0003, 0.0028, -0.0052
Si, 9.5168, 6.8419, 14.7971, 0.0007, -0.002, -0.0034
Si, -0.2204, -0.1172, 16.2418, 0.0091, 0.0176, 0.0712
Si, 3.1919, 2.6256, 16.6459, -0.0144, -0.008, 0.0896
Si, 0.0137, 5.6501, 16.2053, -0.0118, -0.0127, 0.0849
Si, 2.3767, 7.7267, 16.4464, 0.0091, -0.0006, 0.0945
Si, 6.0714, 0.404, 16.1923, -0.0084, -0.0168, 0.069
Si, 7.6152, 2.2278, 16.135, 0.0067, 0.0206, 0.0719
Si, 5.1818, 5.0154, 16.1768, 0.0161, 0.0081, 0.0743
Si, 8.5709, 8.4587, 16.1407, -0.0087, -0.0153, 0.0746
Si, -10.1544, 5.9632, 34.3904, -0.0154, -0.0017, 0.1711
Si, -10.7662, 11.61, 23.9733, -0.0179, 0.0114, 0.1965
Si, -2.2123, 7.342, 23.3103, -0.0381, 0.0118, 0.2095
Si, -4.425, -15.5982, 24.93, 0.0016, 0.0038, 0.1702
Si, 27.893, 29.0243, 30.3525, -0.0275, -0.0174, 0.1847
Si, 8.0655, 18.7073, 19.0133, 0.0314, 0.0037, 0.1594
Si, 10.3898, 4.3636, 19.0424, 0.0116, 0.0121, 0.1618
Si, 3.2629, 2.393, 29.2978, -0.0064, 0.0322, 0.1952
Si, 32.2894, -3.6666, 25.747, 0.0161, 0.0177, 0.2066
Si, 4.0594, 4.1996, 24.3468, 0.0179, 0.0038, 0.1722
Si, -4.7843, 9.9746, 19.0561, 0.0014, -0.008, 0.1795
Si, 3.8892, 7.7464, 19.2147, -0.0005, 0.0118, 0.1852
Si, 5.6795, 31.132, 28.0943, -0.002, -0.0042, 0.2272
Si, 7.5682, 46.7721, 19.2142, -0.0123, -0.0241, 0.1793
Si, 4.8226, 0.2032, 34.4055, -0.0086, -0.005, 0.1617
Si, 30.3591, 26.9644, 26.9931, 0.0069, -0.021, 0.2115
Si, 28.4981, 11.8431, 21.227, 0.0033, -0.002, 0.2245
Si, 26.3964, 26.4938, 30.7136, 0.0125, 0.0052, 0.1572
Si, 11.3364, 33.9617, 28.4624, 0.0161, -0.0225, 0.1715
Si, 9.5419, 13.1848, 26.2125, -0.0004, 0.0279, 0.1839
Si, -19.8912, 8.7763, 30.4553, 0.0043, -0.0297, 0.1726
Si, 22.2895, -26.5556, 31.4899, 0.0079, -0.0265, 0.1703
Si, -6.5709, 29.9877, 25.6826, 0.0282, 0.0195, 0.1748
Si, 15.2053, -11.0639, 30.3561, 0.0261, -0.0099, 0.1835
Si, 4.3566, 1.9467, 26.5089, 0.0108, -0.004, 0.2088
Si, 25.9184, 34.4985, 22.5624, -0.0281, 0.0174, 0.1929
Si, 7.0617, 11.2466, 26.0644, -0.0191, 0.0026, 0.1901
Si, -3.2903, 29.2884, 34.4924, 0.0127, -0.0078, 0.1537
Si, 13.8624, 10.92, 24.916, 0.0105, -0.022, 0.187
Si, 4.9399, -2.6997, 33.186, -0.0172, 0.0062, 0.1738
Si, 1.7213, 11.5115, 21.4335, 0.0148, 0.008, 0.2165
Si, 10.2299, 21.0742, 30.2109, -0.0342, -0.025, 0.1868
Si, 18.121, 14.4198, 31.8855, -0.0162, -0.0093, 0.1783
Si, 19.6545, 9.67, 32.7965, 0.0074, -0.0216, 0.1711
Si, -8.5488, -2.4712, 34.4662, -0.0033, 0.0116, 0.1443
Si, 24.0959, 12.8868, 34.3527, -0.0096, 0.0011, 0.1534
Si, -0.4963, 6.8343, 20.7895, 0.0035, 0.0312, 0.2058
Si, 22.3153, 9.2321, 27.9451, 0.0096, 0.0148, 0.2113
Si, -4.9357, 16.5959, 18.965, 0.0025, 0.0037, 0.1487
Si, -8.7906, 19.2613, 21.7083, -0.0207, 0.001, 0.2137
Si, 8.2694, 21.1656, 23.3516, 0.0026, -0.0168, 0.2025
Si, 22.2571, -0.2316, 34.3099, 0.0203, 0.0085, 0.1516
Si, 24.3201, 4.4501, 32.6628, -0.0206, -0.0238, 0.1598
Si, 12.0381, 23.4113, 18.5913, -0.0067, -0.0128, 0.1915
Si, 18.0912, 4.5644, 34.9177, -0.0032, -0.0077, 0.1762
Si, 8.6847, 27.2726, 30.1604, 0.0199, 0.0069, 0.2051
Si, 2.2512, 28.4011, 24.3862, -0.0132, -0.0276, 0.1855
Si, -4.34, 0.7323, 32.3587, 0.0038, 0.0127, 0.1596
O, -14.803, 4.0292, -3.7121, 0.0006, -0.0278, -0.1405
O, 11.7671, 1.3158, -3.0633, -0.0025, 0.0011, -0.0505
O, 8.9207, 4.0019, -17.5215, -0.0018, -0.0048, -0.0556
O, 5.8425, 4.8835, -1.3541, 0.0312, -0.0163, -0.0857
O, 14.1539, 8.0959, -16.4747, 0.0564, -0.0199, -0.1331
O, -1.3086, -4.2686, -14.938, 0.0531, -0.0255, -0.1449
O, 5.9293, 14.7128, -6.1401, -0.0294, 0.0133, -0.0681
O, 16.7096, 12.2911, -11.0483, 0.0077, -0.0027, -0.0618
O, -6.9613, 14.1257, -11.483, -0.0088, 0.0492, -0.1125
O, 6.3041, -2.5321, -7.9233, -0.0087, 0.0548, -0.1223
O, 9.5949, 20.5023, -20.3971, 0.0029, 0.0043, -0.0376
O, -7.8991, 19.7896, -1.2531, -0.0151, 0.0082, -0.106
O, -0.3692, 34.9239, -9.6389, -0.0456, 0.0231, -0.1095
O, 1.6305, 9.665, -3.383, -0.0022, 0.0014, -0.0625
O, 4.0888, 12.3396, -0.0126, -0.001, -0.0049, -0.0451
O, 30.2179, 15.9367, -8.5088, -0.0023, -0.0121, -0.1786
O, 3.11, 1.4667, 21.3838, -0.0322, -0.014, -0.0873
O, 11.6167, 7.807, 21.1185, -0.0205, -0.0178, -0.0753
O, -11.9458, 27.9693, 26.7788, 0.0206, 0.0281, -0.0876
O, 16.7202, 10.757, 20.4333, -0.0121, -0.0421, -0.1134
O, 13.7645, -2.8828, 17.9837, -0.0371, -0.0024, -0.1244
O, 22.2171, 13.9388, 18.9547, 0.0041, -0.0049, -0.0544
O, 6.2893, 15.0879, 19.4495, 0.0004, 0.015, -0.0531
O, 15.0739, -6.9855, 16.9081, 0.0033, -0.0007, -0.0398
O, 7.4749, 12.8224, 31.824, 0.0058, 0.0076, -0.0558
O, 2.6657, 12.815, 18.0381, 0.0374, 0.0175, -0.0893
O, 8.1549, 7.5621, 17.4319, 0.0126, 0.0114, -0.1236
O, 1.8133, 3.1332, 15.9776, -0.0181, 0.0205, -0.0479
O, -5.2268, 18.4761, 25.0294, 0.0153, -0.0174, -0.0612
O, -4.9893, 0.0822, 17.8072, 0.0001, 0.0413, -0.1289
O, -11.3732, 1.9532, 24.8691, 0.0371, -0.0407, -0.1138
O, 45.0908, 29.1251, 31.1715, 0.0147, 0.0462, -0.0718
O, 0.2818, 8.4476, 26.5785, -0.0207, -0.0565, -0.1246
O, 0.8883, 21.6931, 27.707, 0.007, -0.0009, -0.0709
O, 4.4585, 6.2252, 19.3378, 0.0092, -0.0081, -0.0547
O, -22.5707, 9.2336, 28.8943, 0.0197, -0.014, -0.105
O, -4.0896, -0.811, 27.1713, 0.0304, 0.042, -0.1065
O, 30.8, 9.8226, 31.2059, 0.0402, 0.0141, -0.1231
O, 10.2456, 15.8817, 17.5555, 0.0118, 0.0298, -0.1187
O, 16.9394, 27.5129, 17.3548, -0.0172, -0.0174, -0.1036
O, -3.3723, 17.1859, 23.7157, 0.0402, 0.0165, -0.0935
O, 3.7749, 9.5215, 24.9195, -0.0192, 0.0206, -0.0707
O, 7.4497, -11.2573, 33.1075, -0.0036, 0.011, -0.058
O, 20.7003, 10.5422, 23.7748, -0.0142, -0.0097, -0.0661
O, -12.8999, 25.5532, 26.2373, 0.0024, -0.02, -0.064
O, -16.0834, 34.316, 22.2306, 0.0509, -0.0264, -0.0961
O, -14.1926, 6.6082, 30.5966, 0.0065, -0.0034, -0.0616
O, 1.7204, 2.1875, 28.893, -0.0263, -0.0122, -0.0667
O, 11.214, 0.7456, 17.5193, -0.0301, -0.0397, -0.0977
O, 12.0515, -4.2084, 16.7386, -0.003, -0.0014, -0.0449
O, 8.4715, 29.926, 33.2811, 0.0162, 0.0326, -0.0795
O, 29.5295, 13.5978, 17.7001, -0.0035, -0.0295, -0.1358
O, 14.4379, 23.0158, 30.4033, -0.0135, 0.0246, -0.0775
O, 11.622, 6.4722, 24.8694, 0.0398, -0.0098, -0.0828
O, 13.9977, 7.1601, 25.645, -0.0222, -0.0164, -0.0783
O, 25.7261, 37.7239, 32.1533, 0.0315, 0.0007, -0.0866
O, 8.0851, -2.1267, 22.8077, -0.0013, -0.0003, -0.0702
O, 0.6893, 23.0251, 22.5419, 0.0397, 0.0002, -0.1291
O, 29.6906, 11.2349, 22.1157, -0.0416, 0.0421, -0.1232
O, 4.0519, 25.1479, 22.981, 0.0064, -0.0423, -0.0961
O, 20.8764, 10.3185, 33.5932, -0.0438, -0.0141, -0.0762
O, 23.5177, 30.3556, 28.8389, -0.0248, 0.0085, -0.117
O, -3.611, 21.4558, 24.611, 0.0368, -0.028, -0.142
O, -9.7357, 22.503, 19.9369, -0.0221, 0.0324, -0.1532
O, 7.8422, 19.3076, 35.8214, -0.017, -0.0089, -0.1072
O, 5.5192, 18.8064, 31.7053, 0.0325, -0.0234, -0.1349
O, 8.0181, 16.8574, 34.7855, 0.0009, 0.0133, -0.0517
O, 15.1939, 13.2179, 28.0701, 0.0336, -0.0174, -0.1509
O, -12.3427, -14.0222, 24.6886, -0.0417, 0.0026, -0.1237
O, 16.3126, 5.0205, 24.5517, -0.0208, -0.0171, -0.0557
O, 23.1761, -17.0345, 31.5351, -0.0155, 0.0112, -0.0676
O, 25.1172, 22.5546, 34.5811, 0.0062, -0.0017, -0.0441
O, 13.2037, -29.8176, 35.7493, -0.0092, -0.0132, -0.1125
O, 16.9005, 7.5099, 34.1835, -0.0329, 0.0131, -0.0667
O, 26.4186, 19.3963, 27.2196, -0.037, -0.0292, -0.1305
O, 20.4281, 23.2267, 36.6532, 0.0029, -0.0034, -0.0365
O, 3.5172, 36.5285, 29.9132, -0.0213, -0.0513, -0.0857
O, 2.7834, 26.9212, 24.1191, -0.0031, -0.0011, -0.0535
O, -10.5601, 10.4267, 35.9113, 0.0184, -0.014, -0.1137
O, 14.1446, 22.5533, 26.3219, -0.017, -0.0231, -0.1019
O, -1.295, 6.9385, 37.0008, -0.0004, 0.0011, -0.0392
O, 9.4798, 7.6253, 19.7316, -0.0496, 0.014, -0.0943
O, 13.5895, 24.6673, 33.0634, 0.0117, 0.0387, -0.0835
O, 3.7065, 33.5674, 23.794, 0.0264, 0.0432, -0.1377
O, 10.3749, 0.8436, 29.7166, 0.0249, 0.0322, -0.0907
O, 21.6723, 6.1968, 33.0132, -0.0032, 0.0042, -0.1197
O, 15.9971, -2.151, 18.9056, 0.0032, 0.0009, -0.0543
O, -14.3793, 12.8513, 20.1893, 0.0179, 0.0576, -0.1071
O, -3.8508, 17.6095, 19.615, -0.0109, -0.0057, -0.056
O, 8.4993, 4.2466, 31.1841, 0.0234, 0.034, -0.0832
O, -5.2166, 10.8898, 31.2209, -0.0553, -0.0216, -0.1076
O, 2.4041, 7.6183, 23.1158, -0.0064, 0.0557, -0.1483
O, -8.9081, 9.9757, 21.9029, 0.0024, -0.0076, -0.0718
O, 0.0516, 16.3446, 20.1249, -0.0048, -0.0532, -0.0905
O, 18.1245, 5.8195, 26.327, -0.0427, 0.0224, -0.1068
O, 12.9731, 5.1689, 34.0291, 0.0217, -0.0148, -0.0781
O, 7.5931, 42.0198, 19.1997, -0.0032, -0.0067, -0.0622
O, 16.4658, -0.138, 35.7946, -0.0123, -0.0013, -0.1151
O, 16.4939, -9.5638, 33.5377, 0.0304, 0.0063, -0.0863
O, 8.0011, 3.4277, 35.7635, -0.0244, 0.0364, -0.0887
O, -0.6929, 16.9467, 30.4148, -0.043, -0.0046, -0.0774
O, 12.258, 10.8501, 24.7059, -0.0241, 0.0115, -0.0751
O, -2.4861, 1.1732, 26.4348, -0.0092, -0.0098, -0.0642
O, 15.9498, 16.9616, 29.9437, 0.0059, 0.0141, -0.0644
O, -6.0797, -0.4083, 28.8449, 0.029, -0.0239, -0.1208
O, 25.107, 20.3536, 30.7976, -0.0002, 0.0117, -0.0604
O, 0.7482, 9.8267, 30.944, -0.0061, 0.0061, -0.0745
O, 14.3142, -3.2114, 33.508, 0.0316, -0.0072, -0.0654
O, 10.9159, -5.6828, 35.6357, 0.0214, 0.0072, -0.1077
O, 15.6786, -1.1306, 33.5165, 0.009, -0.0231, -0.0704
O, 4.2041, 6.7889, 36.7084, -0.0008, 0.005, -0.0397
O, 1.1652, 7.4129, 34.935, -0.0016, -0.0058, -0.0643

Results
free energy: -161109.940 eV
free energy less fixed offsets of O -570.45, Si -639.56 eV per atom: -6.420 eV

The program warned: the cutoff lies below the one the program advises for these potential files; the forces do not sum to zero within the program's tolerance; empty levels may hold ghost states of the PAW files; the exchange-correlation potential is rough where the density is thin.
